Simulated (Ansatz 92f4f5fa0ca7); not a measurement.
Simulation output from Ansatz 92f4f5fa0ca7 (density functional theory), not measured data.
Periodic cell of 300 atoms, Si196O104, from a study of silicon, its oxide and their interface. The atomic structure is a simulated model.
Doubt: the cutoff is far below the 930 eV that the study's wrapper takes by default for these files, so forces and energies are approximate.
This geometry differs little from another in the collection (a relaxation step or a small displacement).

Settings
functional: PBE
potential files: Ansatz PAW
basis: plane waves
wave-function cutoff: 580 eV
density cutoff ratio: 5
exchange-correlation grid ratio: 1
k mesh: 1 x 1 x 1, Gamma-centred
self-consistency stop: 5e-08 eV per atom in the density residual
occupations: fixed
spin: none
net charge: 0

Cell vectors (angstrom)
a, 11.6015, 0, 0
b, 0, 10.938, 0
c, 0, 0, 41.5358

Atoms: element, x, y, z (angstrom)
Si, 0, 0, 0.9665
Si, 3.8672, 0, 0.9665
Si, 7.7343, 0, 0.9665
Si, 1.9336, 1.3673, 0.9665
Si, 5.8008, 1.3673, 0.9665
Si, 9.6679, 1.3673, 0.9665
Si, 0, 5.469, 0.9665
Si, 3.8672, 5.469, 0.9665
Si, 7.7343, 5.469, 0.9665
Si, 1.9336, 6.8362, 0.9665
Si, 5.8008, 6.8362, 0.9665
Si, 9.6679, 6.8362, 0.9665
Si, 1.9336, 2.7345, 40.5687
Si, 5.8008, 2.7345, 40.5687
Si, 9.6679, 2.7345, 40.5687
Si, 0, 4.1018, 40.5687
Si, 3.8672, 4.1018, 40.5687
Si, 7.7343, 4.1018, 40.5687
Si, 1.9336, 8.2035, 40.5687
Si, 5.8008, 8.2035, 40.5687
Si, 9.6679, 8.2035, 40.5687
Si, 0, 9.5708, 40.5687
Si, 3.8672, 9.5708, 40.5687
Si, 7.7343, 9.5708, 40.5687
Si, 0, 0, 4.8337
Si, 3.8672, 0, 4.8337
Si, 7.7343, 0, 4.8337
Si, 1.9336, 1.3673, 4.8337
Si, 5.8008, 1.3673, 4.8337
Si, 9.6679, 1.3673, 4.8337
Si, 0, 5.469, 4.8337
Si, 3.8672, 5.469, 4.8337
Si, 7.7343, 5.469, 4.8337
Si, 1.9336, 6.8362, 4.8337
Si, 5.8008, 6.8362, 4.8337
Si, 9.6679, 6.8362, 4.8337
Si, 1.9336, 2.7345, 2.9001
Si, 5.8008, 2.7345, 2.9001
Si, 9.6679, 2.7345, 2.9001
Si, 0, 4.1018, 2.9001
Si, 3.8672, 4.1018, 2.9001
Si, 7.7343, 4.1018, 2.9001
Si, 1.9336, 8.2035, 2.9001
Si, 5.8008, 8.2035, 2.9001
Si, 9.6679, 8.2035, 2.9001
Si, 0, 9.5708, 2.9001
Si, 3.8672, 9.5708, 2.9001
Si, 7.7343, 9.5708, 2.9001
Si, -1.9774, 1.205, 30.7942
Si, 5.884, 1.5502, 30.9119
Si, 11.7211, 0.1698, 30.8687
Si, 2.1032, 1.4936, 30.7876
Si, 4.0476, 0.1122, 30.8316
Si, 7.6421, -0.025, 31.0308
Si, -0.3909, 5.6123, 31.3361
Si, 5.7239, 7.0117, 30.9815
Si, 7.5716, 5.5992, 30.7123
Si, 1.4182, 6.9756, 30.7585
Si, 4.0158, 5.4296, 30.9885
Si, 10.791, 4.557, 28.4858
Si, 2.0092, 2.7535, 32.822
Si, 5.8911, 2.9329, 32.816
Si, 9.6511, 2.7256, 32.7152
Si, 0.0117, 4.026, 32.9856
Si, 3.8831, 4.1737, 32.9611
Si, 7.8589, 4.2901, 32.7513
Si, 1.9835, 8.2289, 32.7405
Si, 5.8278, 8.2778, 32.9232
Si, 9.8581, 8.092, 32.9134
Si, 0.083, 9.6285, 32.785
Si, 3.9082, 9.6424, 32.769
Si, 7.845, 9.47, 32.8758
Si, 0.0136, 0.0358, 34.7376
Si, 3.9031, 0.05, 34.7232
Si, 7.7898, -0.0154, 34.7587
Si, 1.9577, 1.3824, 34.7524
Si, 5.8684, 1.4025, 34.6825
Si, 9.6735, 1.3901, 34.7044
Si, 0.0355, 5.4585, 34.8605
Si, 3.8751, 5.5274, 34.8497
Si, 7.7919, 5.5272, 34.7653
Si, 1.9414, 6.8731, 34.7315
Si, 5.8262, 6.848, 34.7978
Si, 9.7309, 6.864, 34.9012
Si, 1.9594, 2.7314, 36.7023
Si, 5.835, 2.7272, 36.6717
Si, 9.6842, 2.7345, 36.6763
Si, 0.0289, 4.0811, 36.7487
Si, 3.8918, 4.0938, 36.7185
Si, 7.7569, 4.1145, 36.6804
Si, 1.9483, 8.2298, 36.6806
Si, 5.8168, 8.2227, 36.7145
Si, 9.692, 8.2605, 36.7664
Si, 0.0234, 9.6085, 36.6878
Si, 3.8901, 9.5999, 36.67
Si, 7.7438, 9.5889, 36.7097
Si, 0, 0, 38.6351
Si, 3.8672, 0, 38.6351
Si, 7.7343, 0, 38.6351
Si, 1.9336, 1.3673, 38.6351
Si, 5.8008, 1.3673, 38.6351
Si, 9.6679, 1.3673, 38.6351
Si, 0, 5.469, 38.6351
Si, 3.8672, 5.469, 38.6351
Si, 7.7343, 5.469, 38.6351
Si, 1.9336, 6.8362, 38.6351
Si, 5.8008, 6.8362, 38.6351
Si, 9.6679, 6.8362, 38.6351
Si, 1.9333, 2.742, 6.7927
Si, 5.7894, 2.7252, 6.7913
Si, 9.6618, 2.7038, 6.8328
Si, -0.0103, 4.0878, 6.7917
Si, 3.8491, 4.1107, 6.8707
Si, 7.7394, 4.0591, 6.7337
Si, 1.8817, 8.1899, 6.7599
Si, 5.7177, 8.2299, 6.6923
Si, 9.6212, 8.1654, 6.7562
Si, -0.0468, 9.5198, 6.6822
Si, 3.785, 9.5846, 6.7605
Si, 7.6934, 9.5003, 6.6789
Si, 0.0124, -0.0032, 8.5143
Si, 3.8291, 0.0174, 8.7
Si, 7.7455, -0.1856, 8.6231
Si, 1.8638, 1.4254, 8.7626
Si, 5.8139, 1.2593, 8.6644
Si, 9.6235, 1.2291, 8.7433
Si, -0.0739, 5.4547, 8.7308
Si, 3.7792, 5.527, 8.8557
Si, 7.6663, 5.4145, 8.6357
Si, 1.8568, 6.8816, 8.738
Si, 5.7571, 6.7929, 8.5192
Si, 9.6171, 6.8141, 8.6942
Si, 1.2532, 2.431, 10.9
Si, 5.9539, 2.1622, 10.8348
Si, 9.1775, 3.716, 11.8166
Si, -0.2613, 4.4258, 10.8766
Si, 3.1495, 3.1654, 12.1107
Si, 7.1779, 4.258, 10.6575
Si, 2.0362, 8.3079, 10.6522
Si, 5.9181, 8.0298, 10.4689
Si, 9.9666, 8.1352, 10.6358
Si, 0.1335, 9.6606, 10.4305
Si, 4.0513, 9.4853, 10.5301
Si, 7.8462, 9.3674, 10.5881
Si, 1.2441, 0.123, 14.5936
Si, 4.2084, -0.6356, 13.5022
Si, 7.4512, 0.4525, 11.7195
Si, -0.0663, 0.6232, 11.7939
Si, 6.8674, 0.7402, 13.9182
Si, 9.445, 1.5161, 11.1347
Si, -0.3666, 6.4867, 12.1246
Si, 3.5785, 5.309, 11.3091
Si, 5.8256, 5.9807, 11.64
Si, 2.0582, 6.767, 12.4865
Si, 6.7341, 6.0853, 14.7193
Si, 9.6637, 6.7824, 14.8243
O, 7.1438, 4.6223, 15.3191
O, 5.3051, 6.6329, 15.3102
O, 7.9258, 11.0737, 15.031
O, 2.7438, 10.7345, 14.0448
O, 9.0103, 3.7485, 13.5028
O, 2.6986, 3.2295, 13.7214
O, 1.251, 1.6016, 15.3231
O, 10.3663, 8.2235, 15.1308
O, 12.4551, 9.7716, 15.5232
O, 10.2585, 5.6119, 15.819
O, 5.3229, 0.2947, 14.2236
O, 2.8211, 6.9485, 13.996
O, 10.6115, 4.5944, 30.1312
O, 0.1645, -0.5626, 29.3749
O, 2.6417, 5.9929, 30.2689
O, 7.2237, 9.9819, 29.7013
O, 5.6226, 7.853, 29.546
O, -0.7401, 1.2814, 26.9398
O, 9.4474, 1.6182, 29.1932
O, 7.2484, 4.3653, 29.6633
O, 5.9078, 2.1959, 29.322
O, 2.2848, 2.5563, 29.5089
O, -1.4757, 6.7731, 31.8866
O, 10.0025, 8.4861, 28.7827
Si, 11.6736, 5.1366, 19.616
Si, 4.067, 7.6212, 14.8465
Si, 9.5728, 2.007, 27.6255
Si, 9.9177, 3.8668, 21.7985
Si, 9.6633, 9.6114, 20.8578
Si, 0.1788, 5.4872, 16.4354
Si, 12.211, 3.9774, 24.0419
Si, 1.8972, 11.1775, 18.8815
Si, 8.4585, 7.1531, 25.6388
Si, 4.5732, 7.3547, 20.1375
Si, 11.6243, 8.5001, 16.137
Si, 6.01, 10.9259, 21.3157
Si, 1.198, 9.3115, 25.7897
Si, 2.9114, 8.1693, 22.5714
Si, 6.4329, 9.3967, 25.8482
Si, 11.3332, 6.9362, 24.3907
Si, 7.9609, 3.3464, 14.7057
Si, 3.8174, 7.8293, 25.4306
Si, 3.8676, 9.1094, 17.5914
Si, 3.6273, 2.5724, 17.8073
Si, 2.8849, 0.0784, 21.8808
Si, -0.0162, 8.9201, 28.695
Si, 7.5559, 5.5522, 23.1776
Si, 13.6123, 3.1569, 28.0179
Si, 5.8348, 3.8196, 29.0741
Si, 8.4739, 11.8789, 16.3568
Si, 4.3466, 4.9657, 26.6904
Si, 3.187, 4.497, 20.0475
Si, 5.9129, 0.4007, 18.1268
Si, 7.1113, 8.0534, 21.3211
Si, 5.8544, 9.3845, 29.0289
Si, 7.5227, 12.2778, 25.3288
Si, 5.5459, 3.5269, 24.2349
Si, 3.0859, 13.8032, 22.6747
Si, 2.04, 3.0534, 15.2211
Si, 8.5383, 1.1306, 22.4619
Si, 0.6182, 1.4308, 26.0496
Si, 9.313, 7.0357, 28.4721
Si, 0.0726, 7.5332, 21.486
Si, 10.5961, 10.4506, 18.1179
O, 6.1215, 9.3727, 27.4387
O, 3.5316, 8.3159, 16.214
O, 11.9835, 2.6723, 25.0028
O, 3.7545, 3.9701, 18.6185
O, 6.5151, 9.4745, 21.857
O, 6.5986, 10.9375, 25.3604
O, 2.5793, 9.7496, 22.8657
O, 6.3728, 4.4332, 23.157
O, 11.9628, 9.0108, 27.1365
O, 8.6068, 12.197, 24.0954
O, 8.2744, 1.5521, 26.7598
O, 6.9719, 12.0523, 21.9933
O, 10.0387, 7.2117, 25.3138
O, 7.3708, 0.7464, 17.5284
O, 9.7172, 3.6416, 27.6627
O, 9.8784, 11.2756, 16.906
O, 12.3971, 7.037, 16.3248
O, 3.3067, 7.3586, 23.9352
O, 4.1167, 8.1654, 21.4761
O, 11.1645, 9.0499, 21.1713
O, 4.0214, 5.8531, 20.3176
O, 2.1308, 3.9333, 23.4525
O, 4.6744, 4.5017, 25.1836
O, 4.0239, 6.5772, 26.4922
O, 9.2511, 2.3893, 21.7303
O, 3.2845, 2.9619, 16.2673
O, 8.6968, 2.5156, 15.9218
O, 10.9052, 6.945, 22.8076
O, 2.5968, 10.0796, 17.9024
O, 3.9856, 8.0124, 18.7795
O, 12.2618, 4.0474, 28.091
O, 1.0692, 4.3437, 15.6257
O, 5.2202, 10.0222, 17.4274
O, 11.4005, 6.6564, 20.1451
O, 12.581, -0.038, 25.3964
O, 4.5423, 4.2788, 29.9446
O, 2.2839, 1.4444, 22.5376
O, 5.0066, 1.7261, 17.875
O, 6.5552, 2.6206, 25.1135
O, 1.8605, 1.8688, 27.0194
O, 9.5877, 10.3033, 19.3834
O, 11.9079, 11.26, 18.616
O, 8.2444, 6.9455, 27.2466
O, 2.2061, 10.7654, 20.4225
O, 1.6564, 7.4649, 21.823
O, 5.195, 8.636, 25.1293
O, 6.2069, 7.4642, 20.0852
O, 5.6434, 4.5039, 27.5979
O, 11.9911, 5.4597, 24.7463
O, 2.7625, 8.9199, 26.0515
O, 1.5738, 4.6975, 20.0598
O, 3.5224, 3.4213, 21.2118
O, 7.0825, 6.9495, 22.5051
O, 7.7774, 8.6061, 25.3525
O, 9.2934, 10.6986, 22.007
O, 11.1658, 3.8371, 22.8221
O, 2.4417, 1.7272, 18.5338
O, 4.4857, 0.2837, 21.7359
O, 7.8511, 5.9162, 24.7554
O, 11.0539, 8.968, 17.595
O, 6.1098, 0.057, 19.6974
O, 4.4644, 2.5847, 23.484
O, 10.5125, 4.2049, 20.3057
O, 0.0109, 5.0439, 17.9931
O, 8.6436, 8.3325, 20.8462
O, 8.8165, 4.948, 22.3366
O, 12.281, 8.2512, 24.6429
O, 3.0985, 4.1733, 27.3711
O, 4.6461, -2.1723, 13.8408
O, 4.2136, -0.4852, 11.8847
O, 4.5278, 2.3124, 11.7326
O, -1.5122, 6.3298, 13.3173
O, 8.0557, 7.0161, 15.008
O, -1.0181, 6.0962, 28.0288
O, 4.4833, -0.724, 29.428
O, 6.5295, -4.9136, 13.123
O, 11.748, 11.1864, 13.3968
O, 6.8068, 2.3772, 14.0775
O, 8.5675, 6.5725, 29.8301
O, 1.0095, -3.0213, 29.4756

Results
free energy: -183744.032 eV
free energy less fixed offsets of O -568.88, Si -635.61 eV per atom: -0.952 eV

Forces (eV/angstrom), in the order of the atoms: element, x, y, z
Si, 0.0145, 0.0019, -0.0133
Si, -0.0062, 0.0519, -0.0054
Si, -0.0011, 0.0072, -0.0099
Si, -0.0021, -0.0632, 0.0013
Si, 0.0063, -0.0532, -0.006
Si, -0.0092, -0.0934, 0.0028
Si, -0.0091, 0.0208, 0.0105
Si, 0.008, 0.0821, 0.0116
Si, -0.0053, 0.0354, -0.0111
Si, -0.0039, -0.0604, 0.0135
Si, 0.0065, 0.0034, -0.0027
Si, -0.0002, -0.0187, 0.0165
Si, 0.0122, 0.0592, -0.0122
Si, 0.001, 0.0652, -0.0277
Si, 0.0058, 0.0881, -0.0193
Si, 0.0091, 0.0267, 0.0451
Si, -0.0017, -0.0208, 0.0433
Si, 0.0131, -0.0366, 0.0018
Si, 0.0135, 0.0512, -0.0065
Si, -0.0003, -0.0007, 0.0024
Si, 0.0026, -0.024, 0.039
Si, -0.0116, -0.0369, -0.025
Si, 0.0215, -0.0606, -0.0157
Si, 0.0099, -0.0229, -0.0058
Si, -0.0787, 0.0372, -0.3864
Si, -0.1106, 0.0933, -0.0911
Si, -0.0083, 0.0843, -0.243
Si, 0.0468, -0.0035, 0.1921
Si, -0.067, 0.0207, 0.1081
Si, 0.0484, -0.0837, 0.3276
Si, -0.0456, -0.0708, 0.1288
Si, 0.0505, -0.0298, 0.4784
Si, 0.0682, -0.0043, -0.0301
Si, 0.012, -0.1652, -0.022
Si, -0.1801, -0.1131, -0.3744
Si, 0.0038, -0.252, -0.1509
Si, -0.0358, 0.0606, 0.0094
Si, -0.005, 0.027, -0.0092
Si, -0.0099, 0.1202, 0.0516
Si, 0.0172, -0.0342, 0.0187
Si, -0.0169, -0.1456, 0.0841
Si, -0.0375, 0.0021, -0.0209
Si, -0.0141, 0.0583, -0.0163
Si, 0.008, -0.0386, -0.0583
Si, 0.0003, 0.0423, 0.0088
Si, -0.0003, 0.0373, -0.0482
Si, 0.0042, -0.0594, 0.0194
Si, -0.0185, 0.0217, -0.0409
Si, -0.009, 0.0035, -0.0121
Si, -0.006, 0.0117, 0.0005
Si, 0.0081, -0.0109, -0.0098
Si, -0.0043, 0.0153, -0.0111
Si, 0.0145, -0.0048, -0.0095
Si, 0.004, -0.0106, -0.006
Si, 0.0074, -0.0031, -0.0033
Si, -0.0019, 0.0112, -0.007
Si, 0.0036, -0.014, 0.0085
Si, 0.0013, 0.0131, -0.0213
Si, -0.0079, -0.0137, -0.0009
Si, -0.0001, 0.0044, -0.0051
Si, 0.0021, 0.0071, 0.0072
Si, 0.003, 0.0059, 0.0031
Si, 0.0071, 0.0024, 0.0152
Si, -0.0032, -0.0109, 0.0065
Si, 0.0061, -0.0007, -0.0037
Si, -0.0101, 0.0011, -0.0025
Si, -0.0004, 0.0052, 0.0095
Si, 0.0019, 0.0066, 0.004
Si, -0.0094, 0.0018, -0.0132
Si, 0.0121, 0.0025, 0.0077
Si, -0.0002, -0.0065, 0.0082
Si, -0.0042, -0.0042, 0.0046
Si, -0.0019, 0.0061, -0.005
Si, -0.0015, 0.0043, -0.0046
Si, 0.0004, 0.0037, 0.0019
Si, -0.0037, -0.0055, -0.0063
Si, 0.0023, -0.0029, -0.0051
Si, 0.0018, -0.0056, -0.0101
Si, -0.0017, -0.0023, -0.0037
Si, -0.0009, 0.0022, -0.0021
Si, 0.0038, -0.001, -0.0085
Si, 0.0017, 0.0021, -0.0046
Si, -0.0032, -0.0019, -0.0033
Si, -0.0005, -0.0126, 0.0061
Si, -0.0014, 0.003, -0.0011
Si, 0.0022, 0.0025, -0.0001
Si, -0.0003, 0.0039, -0.001
Si, 0.0007, -0.0027, 0.0006
Si, -0.0015, 0.0009, 0.0021
Si, 0.0008, -0.0013, 0.005
Si, -0.0005, -0.0004, 0.0019
Si, 0.0008, 0.0032, 0.0014
Si, 0.0022, 0.0064, 0.0021
Si, -0.001, -0.0049, 0.0023
Si, 0.0008, -0.0061, 0.0004
Si, 0.0004, -0.002, -0.0037
Si, 0.0524, 0.1517, -0.0059
Si, -0.0051, 0.0685, -0.0926
Si, -0.0121, 0.122, 0.0946
Si, 0.0412, -0.0837, 0.0207
Si, 0.0421, -0.0018, -0.1288
Si, -0.0108, -0.03, -0.1379
Si, 0.0098, 0.0546, 0.2059
Si, 0.0499, 0.0079, 0.1054
Si, 0.0051, 0.0301, -0.1078
Si, 0.0085, 0.0584, -0.201
Si, -0.0007, 0.0077, 0.0187
Si, 0.0259, -0.0034, 0.2127
Si, -0.0004, 0.001, -0.0027
Si, 0.0013, 0.0002, -0.0036
Si, -0.0026, -0.0013, 0.0037
Si, 0.0031, -0.0013, 0.0013
Si, -0.0034, 0.0012, 0.0072
Si, 0.0015, -0.0019, -0.006
Si, -0.0017, 0.0103, -0.0008
Si, -0.003, -0.0005, -0.0021
Si, 0.0023, 0.0052, -0.0008
Si, 0.0008, -0.0033, -0.0002
Si, -0.001, -0.0064, -0.0003
Si, 0.0013, 0.0032, 0.0054
Si, -0.0017, -0.0017, 0.008
Si, -0.0056, 0.0036, 0.0023
Si, 0.0003, -0.0077, -0.0062
Si, 0.0015, -0.0005, 0.0014
Si, 0.0031, -0.0013, 0.0065
Si, 0.0053, 0.0019, -0.0011
Si, 0.0124, 0.0081, -0.0072
Si, -0.0039, -0.0009, -0.0024
Si, -0.0018, 0.0059, 0.006
Si, -0.0054, -0.0074, 0.0129
Si, 0.0019, 0.0014, -0.0035
Si, -0.0009, -0.0068, -0.0001
Si, -0.0041, -0.0018, -0.0075
Si, -0.0279, 0.0014, 0.0047
Si, -0.0006, 0.0093, 0.027
Si, 0.0061, -0.0083, -0.0017
Si, 0.0034, 0.0093, 0.0195
Si, 0.0046, 0.0019, -0.0027
Si, -0.0105, 0.0128, -0.0074
Si, 0.0046, -0.0009, 0.0011
Si, -0.0038, 0.0133, 0.0001
Si, 0.0053, -0.006, -0.0117
Si, -0.0011, 0.0005, 0.0047
Si, 0.0108, -0.0035, 0.0016
Si, 0.0052, -0.0027, 0.0037
Si, -0.0043, 0.0022, 0.0077
Si, 0.0044, -0.0021, 0.0041
Si, -0.007, 0.0075, 0.0088
Si, 0.0077, 0.0074, 0.0115
Si, 0.0118, -0.0102, -0.0045
Si, -0.0263, -0.0109, 0.0154
Si, 0.0037, -0.0097, 0.0009
Si, 0.023, 0.0129, 0.0616
Si, 0.02, 0.0055, 0.0166
Si, 0.0024, -0.0058, -0.0188
Si, 0.0036, -0.0005, 0.0004
O, 0.0032, 0.0103, -0.0093
O, 0.0041, 0.0002, -0.0086
O, -0.0018, 0.0005, -0.0064
O, -0.0023, -0.001, -0.0026
O, 0.006, 0.0012, -0.0219
O, 0.0033, 0.001, -0.0179
O, 0.0008, -0.0008, -0.0031
O, 0.0008, -0.0055, -0.005
O, 0.0012, 0.003, -0.0043
O, 0.0035, 0.0028, -0.0042
O, -0.0092, -0.0048, -0.0063
O, -0.0168, -0.0042, -0.0211
O, -0.0038, -0.0013, 0.0017
O, -0.0046, -0.0042, 0.0057
O, 0.0033, -0.0039, 0.0092
O, 0.0007, 0.0035, 0.0064
O, 0.0014, 0.0024, 0.0042
O, 0.004, 0.0008, -0.0009
O, 0.0026, -0.0028, 0.0123
O, 0.0027, -0.0009, -0.0018
O, 0.0009, -0.0082, 0.0021
O, 0.0006, -0.0105, 0.0171
O, -0.0087, 0.0107, 0.0106
O, 0.0113, 0.0007, 0.004
Si, 0.0005, -0.0003, 0.005
Si, 0.0067, 0.0003, 0.0121
Si, -0.0003, 0.0032, -0.0092
Si, 0.0005, 0.0008, 0.0025
Si, 0.0011, -0.0016, 0.0005
Si, -0.0026, -0.0021, 0.0048
Si, 0.0017, -0.0011, -0.0019
Si, 0.0013, -0.0005, 0.0027
Si, 0.0042, -0.0022, -0.0046
Si, 0.0039, -0.0024, 0.0034
Si, -0.0019, 0.0008, 0.0087
Si, -0.0001, 0.0002, -0.002
Si, -0.0044, -0.0032, 0.0015
Si, -0.0004, 0.0012, -0.0016
Si, 0.0008, -0.001, -0.0053
Si, -0.0005, -0.0015, -0.003
Si, -0.0039, 0.0007, 0.0074
Si, -0.0016, -0.0011, -0.002
Si, 0.0016, 0.0045, 0.0016
Si, 0.0048, 0.0041, 0.0014
Si, 0, 0.0001, 0.0001
Si, -0.003, -0.0025, -0.0197
Si, -0.0003, 0.0012, -0.0031
Si, 0.0051, -0.005, -0.0112
Si, 0.0014, 0.0101, -0.0022
Si, -0.0005, -0.0007, 0.006
Si, -0.0024, -0.0006, -0.0032
Si, -0.0009, -0.0003, 0.0027
Si, -0.0002, 0.0016, 0.0052
Si, 0.0015, -0.0009, -0.0001
Si, -0.0003, -0.0037, -0.0063
Si, 0.0013, 0.0011, -0.0037
Si, -0.003, 0.003, -0.0014
Si, 0.0014, -0.0008, -0.0022
Si, 0.0009, -0.0001, 0.0099
Si, 0.0006, -0.0001, -0.0023
Si, 0.0006, 0.0042, -0.0029
Si, -0.0007, 0.0043, -0.0038
Si, -0.0001, -0.0002, 0.0012
Si, -0.0009, 0.0005, 0.0051
O, -0.0011, 0.0004, 0.0075
O, 0.0006, -0.0033, -0.0116
O, 0.0032, -0.0027, 0.0042
O, -0.0017, -0.0068, -0.0064
O, -0.0002, 0.0015, 0
O, 0.0001, 0.0003, 0.0019
O, 0.0003, -0.0004, 0.0004
O, -0.0012, -0.0005, 0.0036
O, -0.0008, 0.0042, 0.0188
O, -0.0012, -0.0002, 0.0033
O, 0.0011, 0.0003, 0.003
O, -0.0001, 0, 0.0005
O, -0.0054, -0.0009, 0.002
O, 0.0022, 0.0017, -0.003
O, 0.0005, -0.0033, 0.004
O, 0.0005, 0.0011, -0.0037
O, -0.0014, 0.0016, -0.0022
O, 0.0013, -0.0001, 0.0026
O, -0.0005, 0.0005, -0.0007
O, -0.0006, 0.0007, -0.0008
O, 0.0003, 0.0029, -0.0019
O, -0.004, 0.0001, 0.0017
O, 0.001, -0.0042, 0.0002
O, 0.0006, -0.0015, 0.0009
O, 0.0004, 0.0014, 0.0006
O, 0.001, -0.0018, 0.0025
O, 0.0003, 0.0016, -0.003
O, 0.0008, 0.0006, 0.0011
O, -0.0013, 0.002, -0.0008
O, 0.0012, -0.0024, 0.0017
O, -0.0031, 0.0026, 0.0046
O, 0.0009, -0.0014, -0.0011
O, 0.0001, 0.0011, -0.0012
O, 0.0002, 0, -0.001
O, -0.0012, -0.0017, 0.0036
O, -0.0041, -0.002, 0.0012
O, 0, 0.0002, -0.0013
O, -0.002, 0.0015, 0.0014
O, 0.0009, -0.0009, 0.0012
O, -0.0035, -0.0001, 0.0019
O, 0.0016, 0.0001, -0.0009
O, 0.0016, 0.0007, -0.0007
O, 0.005, 0.0011, 0.0068
O, -0.0001, -0.0009, -0.0018
O, 0.0012, 0.0006, 0.001
O, 0.0011, 0.0004, 0.0021
O, -0.0019, 0.0004, 0.0003
O, 0.0003, -0.0031, 0.0035
O, 0.0012, -0.0002, 0.0009
O, 0.0016, -0.0017, 0.0008
O, 0.0022, -0.0001, -0.0008
O, 0.0001, 0.001, -0.0012
O, 0.0018, -0.002, 0.001
O, 0.0003, 0.0013, 0.0022
O, 0.0001, 0.0016, 0.0004
O, -0.0005, -0.0004, -0.0004
O, 0.0013, 0.0009, -0.0013
O, 0.0035, -0.0005, -0.0031
O, 0.0021, 0.0025, 0.0025
O, 0.0027, -0.004, -0.0065
O, 0.0006, 0.001, -0.0011
O, 0.004, 0.0031, 0.0028
O, 0.0004, 0.0001, 0.0002
O, 0.0011, 0.001, -0.0068
O, -0.0008, -0.0002, 0.0001
O, 0.0002, -0.0011, 0.0013
O, 0.0019, 0.004, 0.0053
O, 0.0032, 0.0019, 0.0011
O, -0.0009, 0.0029, -0.0089
O, -0.0024, -0.0021, -0.0027
O, 0.0238, -0.0143, -0.0099
O, 0.008, 0.0085, 0.0028
O, -0.0062, -0.0123, -0.0099
O, 0.0004, -0.003, 0.0037
O, -0.0041, 0.0028, 0.0083
O, -0.0203, -0.0019, -0.0198
O, 0.0042, -0.002, -0.0023
O, -0.0014, -0.0013, -0.0011
O, 0.0003, 0.0059, -0.0031
O, -0.0002, -0.0016, 0.0057

The program warned: the cutoff lies below the one the program advises for these potential files; the forces do not sum to zero within the program's tolerance; the exchange-correlation potential is rough where the density is thin.
